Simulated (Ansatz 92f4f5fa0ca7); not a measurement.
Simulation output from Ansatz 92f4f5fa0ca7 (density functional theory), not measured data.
Periodic cell of 215 atoms, Si132O82P1, from a study of silicon, its oxide and their interface. The atomic structure is a simulated model.
Doubt: the cutoff is far below the 930 eV that the study's wrapper takes by default for these files, so forces and energies are approximate.

Settings: functional PBE; potential files Ansatz PAW; basis plane waves; wave-function cutoff 580 eV; density cutoff ratio 5; exchange-correlation grid ratio 1; k mesh 1 x 1 x 1, Gamma-centred; self-consistency stop 5e-08 eV per atom in the density residual; occupations fixed; spin none; net charge +1 e, with a uniform compensating background and no finite-size correction.

Cell vectors (angstrom)
a, 10.938, 0, 0
b, 0, 10.938, 0
c, 0, 0, 31.5432

Atoms and the computed forces on them: element, x, y, z (angstrom), force x, y, z (eV/angstrom)
Si, 10.4357, 0.5738, 24.3402, 0.0436, -0.048, -0.2327
Si, 6.0498, 10.4977, 24.1543, -0.0481, 0.0648, -0.1887
Si, 2.1304, 3.2481, 24.086, 0.0325, -0.0745, -0.2582
Si, 8.7056, 2.2561, 24.3144, -0.0961, 0.0661, -0.2155
Si, 0.5019, 5.0524, 24.1723, -0.0827, 0.0944, -0.214
Si, 5.0521, 5.8912, 24.2011, 0.0713, -0.0654, -0.2365
Si, 3.3954, 7.6437, 24.1702, -0.007, 0.032, -0.2118
Si, 7.8355, 8.8265, 23.9975, 0.0688, -0.0495, -0.2468
Si, 1.3511, 1.4699, 25.4461, -0.01, 0.0291, 0.0502
Si, 6.9207, 1.2994, 25.5077, 0.0315, -0.0315, 0.106
Si, 4.0305, 4.0922, 25.3258, -0.0321, 0.0005, 0.0411
Si, 9.6639, 4.099, 25.4237, 0.0302, -0.0351, 0.0418
Si, 1.5005, 6.8076, 25.3853, 0.0077, -0.017, 0.0767
Si, 6.9013, 6.9429, 25.2421, -0.0106, 0.0233, 0.0175
Si, 4.2346, 9.5279, 25.3461, 0.0219, -0.034, 0.0193
Si, 9.5421, 9.6366, 25.4304, -0.05, 0.0026, 0.0959
Si, 2.7827, -0.0011, 26.6435, 0.0125, 0.009, -0.1879
Si, 8.237, -0.038, 26.9495, 0.0001, -0.0379, 0.1816
Si, 0.0245, 2.7588, 26.9048, -0.0316, 0.0386, 0.1818
Si, 5.4439, 2.7336, 26.6834, 0.0127, 0.0151, -0.1281
Si, 2.7644, 5.4166, 26.8499, 0.0275, 0.0067, 0.1021
Si, 8.222, 5.5216, 26.6392, 0.0301, 0.0074, -0.1427
Si, 0.043, 8.2119, 26.6687, -0.0068, 0.0144, -0.1365
Si, 5.5591, 8.1914, 26.7954, 0.0146, 0.0152, 0.0704
Si, 4.1065, 1.3388, 28.0711, -0.003, 0.0642, 0.0602
Si, 9.607, 1.3809, 28.2691, 0.0128, -0.0461, -0.2988
Si, 1.3768, 4.1088, 28.2701, 0.0436, -0.0877, -0.3059
Si, 6.837, 4.1357, 28.0185, -0.01, -0.0523, 0.1179
Si, 4.1677, 6.8139, 28.1484, -0.0794, -0.0108, -0.1044
Si, 9.6005, 6.8458, 28.046, -0.0417, 0.0401, 0.0796
Si, 1.423, 9.587, 28.0434, -0.0672, -0.0092, 0.1216
Si, 6.8463, 9.5243, 28.2644, 0.1109, 0.0706, -0.3486
Si, 0.0653, -0.0313, 29.5383, -0.0438, 0.051, -0.0698
Si, 5.4542, 0.0127, 29.4873, -0.0162, -0.0149, 0.0311
Si, 2.7727, 2.6901, 29.5366, -0.049, 0.0455, -0.0382
Si, 8.1679, 2.7676, 29.4775, -0.0529, 0.0752, -0.0542
Si, -0.0159, 5.5119, 29.4977, -0.0482, 0.0208, 0.0126
Si, 5.5037, 5.4385, 29.5063, 0.0449, -0.0102, -0.0349
Si, 2.752, 8.2034, 29.4465, 0.0546, -0.0218, -0.0733
Si, 8.2651, 8.1628, 29.5278, 0.0209, -0.0661, 0.0242
P, 1.3924, 1.3518, 30.9029, 0.0322, -0.0237, -0.0333
Si, 6.8144, 1.3797, 30.8311, 0.0152, 0.0372, -0.0027
Si, 4.1264, 4.0788, 30.905, -0.0013, 0.0076, -0.0058
Si, 9.5569, 4.1174, 30.8194, -0.0044, -0.0246, 0.0015
Si, 1.3732, 6.8603, 30.826, 0.0098, 0.0321, -0.0099
Si, 6.8697, 6.8031, 30.8935, -0.0013, -0.0148, 0.0084
Si, 4.0873, 9.5831, 30.8179, -0.0509, -0.0045, 0.0211
Si, 9.6091, 9.5466, 30.9128, 0.0211, 0.0291, 0.0023
Si, 2.7416, -0.0253, 0.6994, 0.0275, -0.0197, 0.0908
Si, 8.1713, 0.0071, 0.6483, -0.0124, -0.0676, 0.0052
Si, -0.0234, 2.7447, 0.656, -0.0262, 0.0241, 0.0545
Si, 5.4921, 2.7066, 0.7082, -0.0053, 0.0098, 0.034
Si, 2.7142, 5.4894, 0.6552, 0.0127, -0.029, 0.0008
Si, 8.2286, 5.4238, 0.7258, -0.0147, 0.0088, 0.0677
Si, 0.0416, 8.17, 0.7111, -0.0195, -0.0037, 0.0405
Si, 5.4553, 8.2215, 0.6599, 0.0566, -0.0023, 0.0238
Si, 4.1143, 1.3488, 2.0579, 0.0023, -0.043, 0.0051
Si, 9.5223, 1.3645, 2.0077, -0.0313, 0.1007, -0.044
Si, 1.3408, 4.1289, 2.0261, -0.0772, 0.0471, 0.0049
Si, 6.8543, 4.0518, 2.0802, 0.0805, -0.0263, -0.0146
Si, 4.0694, 6.8687, 2.0136, -0.0515, 0.0777, -0.0481
Si, 9.6071, 6.7991, 2.0637, 0.0229, -0.074, 0.0063
Si, 1.3648, 9.5559, 2.0777, 0.0355, -0.0086, -0.0191
Si, 6.8249, 9.5745, 2.0465, -0.0342, -0.0115, 0.0295
Si, -0.069, -0.0018, 3.3205, 0.1576, -0.0479, 0.3092
Si, 5.4612, -0.0256, 3.4881, 0.014, -0.0173, -0.0894
Si, 2.6867, 2.721, 3.3143, 0.0608, 0.0188, 0.3323
Si, 8.1989, 2.6809, 3.5039, -0.0168, 0.0883, -0.0797
Si, -0.0206, 5.452, 3.5207, 0.0153, -0.0183, -0.1163
Si, 5.4456, 5.4826, 3.2867, 0.0397, -0.0798, 0.3991
Si, 2.7479, 8.2027, 3.4893, 0.0008, -0.0022, -0.0754
Si, 8.2315, 8.185, 3.3545, -0.1047, -0.0038, 0.1913
Si, 1.2817, 1.3656, 4.6705, -0.0137, 0.0274, -0.1375
Si, 6.8392, 1.2969, 4.9063, -0.0096, -0.0001, 0.1013
Si, 4.0632, 4.1203, 4.6399, -0.033, -0.0017, -0.1374
Si, 9.5364, 4.0593, 4.8935, -0.0008, -0.042, 0.1384
Si, 1.3542, 6.8643, 4.8813, 0.0289, -0.0112, 0.1162
Si, 6.8323, 6.8031, 4.6778, -0.0049, -0.0012, -0.142
Si, 4.1053, 9.5624, 4.891, -0.0194, -0.0168, 0.1081
Si, 9.5698, 9.5662, 4.7411, -0.0302, -0.0127, -0.0496
Si, 2.6106, 0.0393, 6.0987, -0.0041, -0.0453, -0.0504
Si, 8.2224, -0.1374, 6.2671, -0.0019, -0.0225, -0.0311
Si, -0.0213, 2.6477, 6.2057, 0.0377, 0.0014, -0.0357
Si, 5.3753, 2.7628, 6.0726, 0.0428, 0.0315, -0.0903
Si, 2.7474, 5.43, 6.1427, 0.0429, -0.0408, -0.0643
Si, 8.0927, 5.4366, 6.1761, -0.032, 0.006, -0.0534
Si, -0.0082, 8.29, 6.2276, -0.0114, 0.0213, -0.0417
Si, 5.5594, 8.1471, 6.1546, 0.0332, -0.0052, -0.0486
Si, 3.4846, 1.9198, 7.1823, -0.0437, 0.0663, 0.1567
Si, 10.0211, 0.8221, 7.4689, -0.0777, 0.0557, 0.2159
Si, 1.7805, 3.6468, 7.3561, -0.0739, 0.0632, 0.1732
Si, 6.2108, 4.5228, 7.3814, -0.0152, -0.0423, 0.2046
Si, 4.6364, 6.3062, 7.2597, -0.0294, 0.0163, 0.1644
Si, 9.1545, 7.1908, 7.3224, 0.0684, -0.0612, 0.1676
Si, 0.8893, 10.1481, 7.5176, 0.0756, -0.0183, 0.2387
Si, 7.4004, 8.886, 7.49, -0.0185, 0.0155, 0.1734
O, 4.5724, 6.5999, 8.8876, 0.0607, -0.0381, -0.2964
O, 1.3918, 3.9804, 8.9424, 0.031, -0.0899, -0.3178
O, 9.737, 6.5552, 8.7427, -0.0733, 0.0633, -0.3396
O, 1.3029, 10.1017, 9.1495, -0.1069, 0.0317, -0.3602
O, 6.0845, 4.2221, 9.0234, -0.0046, 0.0595, -0.3129
O, 3.7168, 1.5738, 8.7661, -0.0658, 0.082, -0.3369
O, 7.1202, 8.9605, 9.1372, 0.0715, -0.063, -0.2912
O, 9.6523, 1.0725, 9.0712, 0.1029, -0.049, -0.3412
O, 8.2458, 2.532, 22.7531, 0.0906, -0.0698, 0.4025
O, 11.0016, 5.5576, 22.6534, 0.0484, -0.1037, 0.3853
O, 5.6377, 0.0862, 22.6439, 0.0787, -0.1105, 0.3882
O, 5.2856, 5.3976, 22.6348, -0.0857, 0.0647, 0.4005
O, 2.1384, 2.8096, 22.4786, -0.033, 0.109, 0.3827
O, 3.3223, 7.846, 22.5178, 0.0788, -0.055, 0.378
O, 8.3797, 8.7456, 22.4158, -0.1179, 0.0327, 0.383
O, -0.1848, 11.2435, 22.7465, -0.0851, 0.087, 0.3641
Si, 2.1532, 2.9916, 12.8917, 0.0003, -0.0283, 0.2013
Si, 8.6811, 1.2935, 10.3565, -0.0372, 0.0554, 0.3312
Si, 1.0688, 4.5084, 15.3544, -0.0145, 0.0133, 0.0354
Si, 7.5498, 5.5694, 12.2035, 0.0183, 0.0273, 0.2041
Si, 2.4083, 8.1867, 21.2205, -0.0631, 0.0541, -0.3868
Si, 5.4147, 7.7692, 12.4766, 0.0085, -0.0191, 0.2251
Si, 9.2611, 0.4614, 15.4983, -0.0246, -0.0197, 0.037
Si, 2.9108, -0.0407, 16.6572, -0.0275, 0.0194, -0.096
Si, 10.4657, 1.1697, 12.6048, 0.0396, 0.0001, 0.2159
Si, 7.7645, 2.8322, 21.2432, 0.0027, 0.0607, -0.4133
Si, 9.1334, 8.7919, 14.4632, -0.0369, 0.0063, 0.0828
Si, 1.4677, 4.7905, 10.3563, 0.0286, -0.001, 0.3403
Si, 4.4761, 9.4912, 19.1412, -0.0024, 0.0199, -0.2518
Si, 11.0705, 6.1003, 21.1206, -0.0107, -0.0016, -0.396
Si, 6.6129, 10.4518, 14.8451, 0.033, 0.0078, 0.0498
Si, 5.3886, 0.7345, 21.1818, -0.0509, 0.0306, -0.4147
Si, 2.3444, 9.8065, 10.3835, 0.0484, -0.0798, 0.3366
Si, 0.4258, 10.6345, 21.3901, 0.0799, -0.0589, -0.3294
Si, 5.8524, 5.2519, 21.1296, 0.0311, 0.0002, -0.4078
Si, 3.6416, 7.0898, 10.1054, -0.0641, -0.0027, 0.3343
Si, 9.0474, 5.6891, 14.8416, 0.0462, 0.0279, 0.0657
Si, 3.6634, 4.0779, 19.0937, 0.0003, 0.0327, -0.2564
Si, 10.0272, 3.666, 19.323, 0.0066, -0.0185, -0.2512
Si, 4.257, 8.666, 15.3624, -0.0142, 0.03, 0.0573
Si, 0.453, 1.9238, 17.1576, 0.0044, -0.0333, -0.1252
Si, 6.787, 7.5357, 19.2507, -0.0159, -0.0318, -0.223
Si, 5.2558, 3.6246, 16.7373, 0.0104, 0.0064, -0.0857
Si, 7.7813, 5.0177, 17.5259, -0.0225, -0.0272, -0.1145
Si, 6.6729, 9.9063, 10.3895, -0.0681, 0.0381, 0.3444
Si, 4.3778, 1.0482, 10.1249, 0.0489, -0.0579, 0.3075
Si, -0.0298, 9.0974, 11.9042, -0.0677, 0.0213, 0.24
Si, 9.0985, 8.6302, 20.9415, 0.0253, -0.0304, -0.3665
Si, 4.5496, 1.6693, 14.5753, 0.0104, -0.0108, 0.0653
Si, 2.4442, 2.0836, 21.051, 0.0473, -0.0205, -0.3796
Si, 6.3293, 3.3311, 10.367, 0.1078, -0.0125, 0.3255
Si, 3.4318, 5.9197, 16.7403, -0.0095, 0.0179, -0.0996
Si, 9.8721, 6.5493, 10.3559, -0.0127, 0.0036, 0.3671
O, 0.1192, 2.6317, 18.5878, -0.0302, 0.0466, 0.118
O, 2.924, 9.6311, 15.5816, 0.0064, -0.0029, 0.0111
O, 10.8592, 4.8049, 20.1521, 0.0389, 0.0936, 0.1598
O, 7.5563, 2.3689, 9.9219, -0.0036, 0.0264, -0.0833
O, 10.9206, 5.3562, 10.7986, 0.0085, -0.0018, -0.1007
O, 6.5822, 6.7037, 12.8768, -0.0104, 0.0073, -0.0705
O, 10.3089, 8.0731, 10.7865, -0.0128, -0.0582, -0.1436
O, 7.6664, 9.4602, 14.0023, -0.0101, -0.0101, -0.0436
O, 8.4086, 6.2218, 10.985, 0.0609, 0.0218, -0.1443
O, 5.3518, 10.4952, 20.0711, 0.0336, 0.0802, 0.1696
O, 2.1629, 3.7598, 11.4363, -0.0212, 0.0633, -0.1843
O, 7.9696, 8.5476, 19.7606, 0.0767, 0.0328, 0.1413
O, 6.2025, 6.729, 20.5484, -0.0337, -0.062, 0.1561
O, 5.5057, 2.7175, 15.4055, -0.0021, 0.0047, 0.0061
O, 1.3071, 0.9228, 20.7038, -0.0312, -0.0124, 0.1181
O, 6.0746, 9.024, 11.6354, 0.0421, 0.094, -0.1775
O, 4.6114, 4.989, 16.1099, 0.0034, -0.0062, 0.0271
O, 6.5938, 3.9072, 17.6305, 0.0154, 0.008, 0.0448
O, 10.5538, 10.6817, 11.8138, -0.0092, -0.0277, -0.1018
O, 5.5772, 0.4998, 13.9868, -0.0057, -0.0006, -0.037
O, 8.0206, 5.1001, 15.9318, -0.0106, -0.0074, 0.029
O, 9.7287, 9.823, 15.5917, 0.0095, -0.0068, -0.0182
O, -0.3942, 5.154, 15.1354, -0.016, -0.0018, -0.0151
O, 1.5616, 6.8456, 20.8007, 0.01, 0.0052, 0.1169
O, 1.497, 0.6395, 17.175, 0.0016, 0.0027, 0.0393
O, 6.5911, 1.7776, 20.8146, 0.0079, -0.016, 0.1222
O, 1.0006, 1.8243, 12.8426, -0.0079, -0.0149, -0.0647
O, 3.2518, 5.4955, 18.3335, 0.0055, -0.0344, 0.1061
O, 9.5201, 2.0112, 11.5749, -0.0753, -0.0025, -0.1697
O, 1.0213, 3.1046, 16.1852, -0.0056, -0.006, 0.0198
O, 8.5946, 5.1375, 13.3782, -0.0456, -0.0071, -0.102
O, 10.2814, 8.597, 13.3162, 0.0552, 0.0083, -0.118
O, 1.441, 9.4031, 21.7076, -0.0036, 0.002, 0.0951
O, 10.0823, 9.9277, 20.6079, 0.0097, 0.0202, 0.1161
O, 3.1687, 0.2119, 10.8863, 0.0019, 0.0469, -0.1042
O, 5.0601, 2.3747, 10.8283, -0.0586, -0.0375, -0.1096
O, 1.7547, 4.1736, 13.9267, 0.0101, -0.0194, -0.0697
O, 7.9444, 10.8378, 10.8482, -0.0212, -0.0133, -0.1027
O, 9.1295, 4.4757, 18.2354, 0.0416, -0.0246, 0.0964
O, 5.6342, 9.5008, 15.7698, -0.0064, -0.0114, -0.0022
O, 5.5364, -0.0346, 9.8014, 0.0035, 0.0082, -0.1531
O, 3.5885, 2.3155, 13.3923, -0.0245, 0.0137, -0.0669
O, 1.9727, 5.6557, 16.0691, 0.0125, -0.0033, 0.0087
O, 9.7036, 1.0463, 14.0358, 0.0313, 0.02, -0.0932
O, 4.3893, 6.9366, 11.5314, -0.0591, -0.0139, -0.1638
O, 4.7619, 4.4756, 20.2181, 0.0727, 0.0417, 0.1698
O, 9.95, 1.3541, 16.6457, 0.014, 0.0106, 0.026
O, 6.6917, 4.2978, 11.6379, -0.0527, -0.0884, -0.1536
O, 5.5739, 8.4085, 18.5866, 0.0044, 0.0018, 0.0746
O, 9.07, 2.738, 20.2698, -0.0799, -0.0321, 0.1588
O, 3.5995, 1.1322, 15.7781, 0.0031, 0.0039, 0.0076
O, 4.2174, 3.0746, 17.9008, -0.0283, 0.007, 0.0984
O, 9.9056, 7.2131, 20.8968, 0.0109, 0.0007, 0.1066
O, 3.3607, 8.6689, 9.8145, 0.002, 0.0085, -0.1089
O, 3.9369, 7.4282, 16.3832, 0.0051, -0.0037, 0.0113
O, 7.6267, 0.4886, 15.6987, -0.0012, 0.0003, -0.004
O, 8.9293, 7.3026, 15.0396, -0.0047, -0.0067, -0.0184
O, 3.9283, 1.4384, 21.1729, 0.0146, -0.0029, 0.1106
O, 1.5964, 9.1252, 11.688, 0.0674, 0.0294, -0.1473
O, 2.3146, 6.1656, 10.1559, 0.0313, 0.015, -0.091
O, 7.341, 6.4635, 18.1473, -0.0203, 0.0574, 0.0933
O, 7.2219, 4.3681, 21.138, 0.0004, -0.0294, 0.1202
O, 4.5482, 8.2275, 13.8003, 0.0315, -0.0247, -0.1206
O, 3.3243, 8.6779, 19.9715, -0.0747, -0.0576, 0.1738
O, 2.4971, 3.2327, 19.8735, -0.039, -0.0747, 0.1618
O, 3.7353, 10.3675, 17.9724, 0.0462, -0.0451, 0.1256

Results
free energy: -131310.748 eV
free energy less fixed offsets of O -568.88, P -755.39, Si -635.61 eV per atom: -6.678 eV

The program warned: the cutoff lies below the one the program advises for these potential files; the forces do not sum to zero within the program's tolerance; the exchange-correlation potential is rough where the density is thin.
